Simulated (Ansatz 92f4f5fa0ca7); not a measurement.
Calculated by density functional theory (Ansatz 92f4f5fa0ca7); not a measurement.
Periodic cell of 221 atoms, Si132O87H1N1, from a study of silicon, its oxide and their interface. The atomic structure is a simulated model.
Doubt: the cutoff is far below the 930 eV that the study's wrapper takes by default for these files, so forces and energies are approximate.
This geometry differs little from another in the collection (a relaxation step or a small displacement).

Settings: functional PBE; potential files Ansatz PAW; basis plane waves; wave-function cutoff 580 eV; density cutoff ratio 5; exchange-correlation grid ratio 1; k mesh 1 x 1 x 1, Gamma-centred; self-consistency stop 5e-08 eV per atom in the density residual; occupations fixed; spin none; net charge 0.

Cell vectors (angstrom)
a, 10.938, 0, 0
b, 0, 10.938, 0
c, 0, 0, 32.8379

Atoms: element, x, y, z (angstrom)
Si, -0.2274, 0.3531, 25.3187
Si, 5.7781, -0.1404, 25.3671
Si, 2.5417, 3.0933, 25.3775
Si, 8.482, 2.6102, 25.2691
Si, 0.3061, 5.3183, 25.3624
Si, 5.2158, 5.805, 25.4505
Si, 3.008, 8.045, 25.3929
Si, 7.9955, 8.5582, 25.3973
Si, 1.3739, 1.4635, 26.6483
Si, 6.9109, 1.4531, 26.6624
Si, 4.0923, 4.1983, 26.7494
Si, 9.6219, 4.1557, 26.6456
Si, 1.4136, 6.8951, 26.7108
Si, 6.8518, 6.936, 26.6947
Si, 4.1591, 9.6436, 26.6751
Si, 9.5876, 9.6943, 26.6878
Si, 2.717, 0.0322, 28.014
Si, 8.1927, 0.0455, 28.0788
Si, -0.0121, 2.7608, 28.0611
Si, 5.4668, 2.7546, 28.0332
Si, 2.7089, 5.5049, 28.1121
Si, 8.1999, 5.4881, 28.017
Si, -0.0186, 8.2404, 28.0308
Si, 5.457, 8.2383, 28.0811
Si, 4.1018, 1.3673, 29.4197
Si, 9.5708, 1.3673, 29.4197
Si, 1.3673, 4.1018, 29.4197
Si, 6.8362, 4.1018, 29.4197
Si, 4.1018, 6.8362, 29.4197
Si, 9.5708, 6.8362, 29.4197
Si, 1.3673, 9.5708, 29.4197
Si, 6.8362, 9.5708, 29.4197
Si, 0, 0, 30.7869
Si, 5.469, 0, 30.7869
Si, 2.7345, 2.7345, 30.7869
Si, 8.2035, 2.7345, 30.7869
Si, 0, 5.469, 30.7869
Si, 5.469, 5.469, 30.7869
Si, 2.7345, 8.2035, 30.7869
Si, 8.2035, 8.2035, 30.7869
Si, 1.3673, 1.3673, 32.1542
Si, 6.8362, 1.3673, 32.1542
Si, 4.1018, 4.1018, 32.1542
Si, 9.5708, 4.1018, 32.1542
Si, 1.3673, 6.8362, 32.1542
Si, 6.8362, 6.8362, 32.1542
Si, 4.1018, 9.5708, 32.1542
Si, 9.5708, 9.5708, 32.1542
Si, 2.7345, 0, 0.6835
Si, 8.2035, 0, 0.6835
Si, 0, 2.7345, 0.6835
Si, 5.469, 2.7345, 0.6835
Si, 2.7345, 5.469, 0.6835
Si, 8.2035, 5.469, 0.6835
Si, 0, 8.2035, 0.6835
Si, 5.469, 8.2035, 0.6835
Si, 4.1018, 1.3673, 2.0507
Si, 9.5708, 1.3673, 2.0507
Si, 1.3673, 4.1018, 2.0507
Si, 6.8362, 4.1018, 2.0507
Si, 4.1018, 6.8362, 2.0507
Si, 9.5708, 6.8362, 2.0507
Si, 1.3673, 9.5708, 2.0507
Si, 6.8362, 9.5708, 2.0507
Si, 0, 0, 3.418
Si, 5.469, 0, 3.418
Si, 2.7345, 2.7345, 3.418
Si, 8.2035, 2.7345, 3.418
Si, 0, 5.469, 3.418
Si, 5.469, 5.469, 3.418
Si, 2.7345, 8.2035, 3.418
Si, 8.2035, 8.2035, 3.418
Si, 1.2962, 1.4686, 4.7349
Si, 6.8232, 1.343, 4.8409
Si, 4.157, 3.9829, 4.8552
Si, 9.566, 4.0752, 4.8465
Si, 1.416, 6.747, 4.7941
Si, 6.8248, 6.8224, 4.782
Si, 4.1103, 9.5791, 4.784
Si, 9.6306, 9.4781, 4.6533
Si, 2.6613, 0.073, 5.9757
Si, 8.2729, -0.1434, 5.9646
Si, -0.063, 2.6678, 6.2924
Si, 5.3705, 2.4859, 6.4143
Si, 2.7464, 5.3327, 6.2051
Si, 8.0556, 5.3235, 6.1759
Si, -0.1162, 8.0173, 6.0378
Si, 5.4645, 8.1963, 6.174
Si, 3.6314, 1.2682, 7.8085
Si, 9.7785, 0.8574, 7.4425
Si, 1.6038, 3.738, 7.5991
Si, 6.5006, 4.1718, 7.6315
Si, 4.3772, 6.5345, 7.4328
Si, 9.2296, 6.9116, 7.409
Si, 1.0777, 9.7267, 7.0165
Si, 7.1824, 9.2944, 7.3825
O, 1.4106, 4.1896, 24.8452
O, 6.8592, 9.6438, 24.8558
O, 2.6465, 2.5651, 8.1586
O, 8.2106, 8.1089, 7.9385
O, 5.4601, 5.4118, 7.9196
O, 0.0568, -0.2083, 7.8787
O, 4.1006, 6.9019, 24.8936
O, 9.5742, 1.4492, 24.7825
O, 2.3056, 9.0196, 7.8615
O, 0.9835, 4.4538, 8.9539
O, 8.8774, 1.1329, 8.8076
O, 6.8132, 10.2418, 8.6936
O, 3.8479, 0.3951, 9.2558
O, 3.9092, 7.1935, 8.8857
O, 6.9274, 3.6955, 9.1534
O, 9.8691, 6.1225, 8.7023
O, 3.2927, 2.4876, 24.0465
O, 5.181, 0.5958, 24.0237
O, 7.8641, 3.3428, 23.9116
O, 10.6087, 6.031, 24.0228
O, 8.7187, 7.9226, 24.0679
O, 2.3549, 8.7182, 24.0448
O, 5.8562, 5.0942, 24.1282
O, 0.4827, 10.6367, 23.9832
Si, 3.5873, 10.4522, 10.6398
Si, 0.9673, 3.2009, 12.6317
Si, -2.4069, -1.8952, 11.7507
Si, 4.4729, 1.7881, 23.1643
Si, -6.1443, -7.5918, 17.267
Si, 3.3627, -11.05, 15.9025
Si, 1.2093, 9.4405, 23.1378
Si, 15.7704, 8.4423, 17.431
Si, -1.9, 3.1643, 12.6133
Si, -1.2432, 4.2848, 19.1688
Si, 2.4528, 0.5303, 21.1513
Si, 4.9942, 12.9141, 14.6393
Si, 10.7769, 18.0816, 12.0362
Si, 2.594, 0.9144, 13.2226
Si, 7.7415, 11.2151, 9.6444
Si, 0.2872, 5.9768, 17.1192
Si, 5.482, -2.2709, 12.3837
Si, 2.5618, -2.8824, 9.1198
Si, 3.9005, 3.4084, 12.2436
Si, 7.9692, 6.0699, 20.9925
Si, 7.2949, -2.4113, 19.2264
Si, 10.3797, 5.2021, 14.244
Si, 2.4432, 1.3826, 18.3002
Si, 9.7906, -2.2247, 17.4103
Si, 6.6047, 2.945, 10.5747
Si, -3.0672, 1.3985, 14.6357
Si, 0.1504, 1.9774, 20.134
Si, 8.9711, -0.038, 19.1803
Si, 6.6131, 4.071, 23.1262
Si, 9.9071, 7.2425, 23.1854
Si, 7.7591, 2.3525, 17.5817
Si, 11.2511, 5.8267, 9.5072
Si, 6.4215, 7.8271, 14.8674
Si, 4.5663, -4.7354, 13.6994
Si, 3.4283, 6.0511, 16.7065
Si, 8.8199, -1.4942, 14.717
O, 5.9097, 7.8491, 16.3819
O, 5.764, -2.0586, 18.7057
O, 8.021, 2.2861, 15.9812
O, -1.7244, -1.3593, 13.1479
O, 7.0173, -2.5398, 11.8426
O, 14.6768, 7.2857, 17.7346
O, 1.2274, 1.6191, 21.3074
N, 3.8763, 13.0133, 13.358
O, -1.9951, 1.7678, 13.4701
O, 0.0986, 5.7891, 11.1142
O, 6.2585, 2.9472, 17.8993
O, 8.5686, 5.2874, 19.7208
O, -2.9937, -0.1634, 15.068
O, -0.5985, 5.4589, 15.8451
O, -0.0356, 7.5313, 17.515
O, -0.4583, 3.1008, 11.8087
O, 7.1371, -3.6115, 20.3415
O, 10.8747, 5.0811, 18.4166
O, 3.7941, 1.0942, 21.8682
O, -8.6104, 3.5107, 11.723
O, 7.9754, 0.8758, 18.2512
O, 10.4029, 14.3723, 20.3773
O, 3.6862, 6.3659, 15.0906
O, 0.9865, 2.0273, 18.7054
O, 1.8479, -5.2129, 16.7918
O, 6.7272, 12.2693, 10.3509
O, 7.7679, 14.3516, 11.6232
O, 9.5534, -3.0465, 11.2311
O, 12.0742, 18.9969, 12.3257
O, 0.7852, 4.3474, 13.7982
O, -0.5899, -4.2817, 13.5229
O, 2.7134, 9.0805, 10.3691
O, 1.2849, 7.1037, 9.2612
O, 5.059, 14.173, 11.0785
O, 4.7274, 0.7379, 15.6598
O, 2.8147, 0.3711, 19.554
O, 4.2723, 4.7777, 13.0244
O, 9.2208, 6.6291, 21.8617
O, 5.6811, 9.0301, 13.9845
O, -1.0692, 0.8809, 20.1759
O, 7.0897, 4.9933, 21.8643
O, -2.9318, -2.8927, 14.8603
O, 1.9462, -0.8785, 21.8169
O, -0.8531, -0.9111, 18.3412
O, 2.2632, 0.6019, 16.8778
O, 2.6928, -0.2383, 14.3973
O, 5.5683, 2.897, 22.6629
O, 8.9337, -7.6344, 18.1389
O, 3.6466, 2.4668, 18.0469
O, -0.9903, -1.6629, 15.8684
O, 2.6619, 0.3195, 11.6996
O, 1.1884, 1.7317, 13.3401
O, -7.0414, -1.3862, 16.7161
O, 6.4432, 12.7171, 13.9496
O, 4.8988, -7.6808, 15.6308
O, 0.0845, 8.3375, 22.7184
O, 7.9667, -1.0904, 19.9522
O, 4.4571, -3.5803, 12.4819
O, -2.6224, -2.7782, 17.9589
O, 4.91, 9.8826, 11.4402
O, 9.0694, 4.3755, 13.7167
O, 8.5193, -0.6241, 10.7414
O, 4.3532, -6.0379, 17.4082
O, 6.1248, -4.5743, 14.1953
H, 12.5742, 19.4572, 11.625

Results
free energy: -133795.290 eV
free energy less fixed offsets of H -15.97, N -385.13, O -568.88, Si -635.61 eV per atom: -1.110 eV

Forces (eV/angstrom), in the order of the atoms: element, x, y, z
Si, -0.0092, 0.0082, -0.0175
Si, -0.0037, 0.0002, 0.0124
Si, -0.0081, 0.0105, -0.0255
Si, 0.0028, 0.0055, 0.0016
Si, -0.0044, 0.005, 0.0167
Si, -0.0122, 0.0102, -0.0572
Si, -0.0025, 0.0029, 0.0199
Si, -0.01, 0.0086, -0.0203
Si, 0.0061, -0.0101, 0.0084
Si, -0.0032, -0.0042, -0.0091
Si, 0.0024, -0.009, 0.0122
Si, 0.002, 0.0001, -0.0122
Si, 0.0056, -0.0046, -0.0108
Si, 0.0085, -0.0034, 0.0093
Si, 0.0025, -0.0046, -0.0117
Si, 0.0065, -0.0085, 0.0076
Si, 0.0012, 0.0021, -0.0034
Si, 0.0019, 0.0023, 0.0083
Si, -0.0032, 0.0023, 0.0078
Si, 0.0001, 0.0031, -0.0007
Si, -0.0016, 0.0079, 0.0006
Si, 0.0006, 0.0002, -0.0018
Si, -0.0007, 0.0027, -0.0025
Si, -0.0067, 0.0023, 0.0047
Si, -0.0304, 0.0249, -0.2216
Si, 0.0609, 0.1609, 0.232
Si, -0.1554, 0.0204, 0.2894
Si, 0.0558, 0.0944, -0.1897
Si, 0.0393, 0.1884, 0.3314
Si, -0.0329, 0.0585, -0.2187
Si, 0.0264, 0.1273, -0.2111
Si, 0.0212, 0.1869, 0.2026
Si, 0.0352, 0.0366, -0.0228
Si, 0.0659, -0.043, -0.0017
Si, 0.0134, 0.0407, -0.0111
Si, 0.0943, 0.0045, -0.0036
Si, 0.0631, -0.0339, 0.008
Si, 0.0267, 0.0487, -0.0199
Si, 0.0703, 0.0046, -0.01
Si, 0.0156, 0.032, -0.02
Si, -0.0245, -0.0466, -0.0087
Si, -0.0421, 0.0137, -0.0211
Si, -0.0016, 0.0074, -0.0063
Si, -0.0798, 0.0363, -0.0155
Si, 0.0048, 0.0428, -0.0318
Si, -0.0028, -0.0036, -0.0063
Si, -0.0685, 0.0252, -0.0248
Si, 0.0086, -0.001, -0.0139
Si, 0.0786, -0.0629, 0.0048
Si, -0.0021, -0.0088, -0.0006
Si, 0.0552, 0.0158, 0.0269
Si, 0.0061, -0.002, 0.0484
Si, -0.0814, 0.0462, -0.0148
Si, 0.0841, -0.0439, 0.0034
Si, 0.0196, -0.0333, 0.0375
Si, 0.0362, 0.0126, 0.0217
Si, -0.1052, -0.0617, 0.0358
Si, -0.0969, -0.1351, 0.0027
Si, 0.0728, 0.0349, -0.031
Si, -0.0081, 0.0784, 0.0316
Si, -0.1142, -0.0947, 0.0232
Si, -0.1612, -0.0192, 0.0006
Si, 0.0037, 0.119, -0.0038
Si, -0.0285, -0.038, 0.0042
Si, 0.3045, 0.1145, -0.4735
Si, 0.1328, 0.0296, 0.047
Si, 0.0621, 0.3758, -0.2198
Si, -0.1131, -0.0353, 0.4195
Si, -0.0056, -0.3395, 0.1822
Si, -0.096, -0.3638, 0.2271
Si, 0.0573, -0.1319, 0.2103
Si, -0.286, -0.4738, -0.6448
Si, 0.001, 0.005, -0.0009
Si, -0.0042, -0.0031, 0.0043
Si, -0.0059, 0.0007, -0.0046
Si, -0.0031, -0.0041, 0.0061
Si, 0.0008, -0.0064, -0.0014
Si, -0.0063, 0.0015, -0.0007
Si, -0.0028, -0.0007, 0.0027
Si, 0.0003, 0.0062, 0.0022
Si, 0.009, -0.0014, -0.0038
Si, 0.0015, 0.0015, -0.0004
Si, 0.0056, 0.0001, 0.0025
Si, 0.0061, -0.0021, 0.0014
Si, -0.0005, -0.008, 0.01
Si, 0.0067, -0.0051, 0.0002
Si, -0.0026, 0.0042, -0.0014
Si, 0.0035, -0.0037, 0.0025
Si, -0.0028, -0.0049, 0.0124
Si, 0.0097, -0.0065, 0.0007
Si, -0.0064, 0.0038, -0.0161
Si, 0.0002, 0, 0.0086
Si, -0.0043, 0.0178, -0.001
Si, -0.0009, 0.0123, 0.0002
Si, -0.0121, 0.0164, 0.0041
Si, -0.0003, -0.0024, -0.007
O, 0.0102, -0.01, 0.0081
O, 0.0076, -0.0087, 0.0088
O, -0.0023, 0.0082, 0.0021
O, 0.0017, -0.0028, -0.0039
O, 0.0043, -0.0056, 0.0001
O, -0.0051, 0.0044, -0.0091
O, 0.0157, -0.0172, 0.0087
O, 0.0062, -0.005, 0.009
O, 0.0099, 0.0285, -0.0329
O, 0.0133, -0.0068, 0.0059
O, 0.0053, 0.0016, 0
O, -0.0023, -0.0005, 0.0065
O, 0.0037, 0.0159, -0.0221
O, 0.0143, -0.0243, -0.0014
O, 0.0015, 0.0053, -0.0146
O, -0.0398, -0.0015, -0.0123
O, -0.0039, 0.0026, 0.0119
O, -0.0021, -0.0001, -0.0081
O, -0.0026, 0.0022, -0.0063
O, -0.0022, -0.0005, -0.0092
O, -0.0022, 0.0014, 0.0048
O, -0.0002, 0.0014, -0.0097
O, -0.001, -0.0019, 0.0257
O, -0.0022, 0.0028, 0.0052
Si, -0.0066, -0.0078, -0.0015
Si, -0.0006, -0.003, -0.0072
Si, 0, -0.0059, -0.0084
Si, -0.0015, -0.0074, 0.0037
Si, -0.0005, -0.0049, 0.0047
Si, 0.0027, 0.0022, -0.0017
Si, 0.0069, -0.0023, 0.0022
Si, 0.002, 0.0018, 0.0053
Si, 0.0063, -0.0001, -0.0063
Si, 0.0031, -0.0023, 0.0135
Si, -0.0023, 0.0053, 0.0016
Si, 0.0007, -0.0027, 0
Si, 0.0004, -0.001, -0.0115
Si, -0.0011, -0.0001, -0.002
Si, -0.0004, -0.0026, -0.0044
Si, -0.0054, -0.0006, 0.006
Si, -0.0009, -0.0031, -0.009
Si, 0.0431, 0.0114, 0.0334
Si, -0.0068, 0.0012, -0.0069
Si, -0.0017, -0.0018, 0.0011
Si, 0.0013, 0.0008, 0.0086
Si, 0.0018, 0.0004, -0.0037
Si, -0.0002, 0.0002, 0.0047
Si, -0.0017, 0.0009, 0.0047
Si, -0.0027, 0.0004, 0.0011
Si, 0.0019, -0.0009, -0.001
Si, -0.0011, 0.0025, 0.0099
Si, -0.0002, 0.0027, 0.0078
Si, 0.0011, 0.0153, 0.0063
Si, 0.0015, -0.0055, 0.006
Si, 0.0024, -0.0019, 0.0041
Si, 0.0047, -0.0468, 0.0103
Si, 0.0038, 0.0016, -0.0015
Si, -0.001, -0.0023, -0.0064
Si, 0.0011, 0.0012, 0.0018
Si, -0.0021, 0.0007, -0.0019
O, 0.0003, -0.0018, -0.0005
O, 0.0007, 0.0009, -0.0026
O, -0.0001, 0.0001, 0
O, -0.001, 0.0013, 0.0029
O, -0.0006, -0.0003, 0.0073
O, -0.0007, -0.0011, -0.0014
O, 0.0011, -0.002, -0.0035
N, 0.0054, -0.0016, 0.0064
O, 0.0002, 0.0009, 0.0033
O, 0.0034, -0.0047, 0.0228
O, -0.0021, 0.0015, -0.0015
O, -0.0068, 0.0048, 0.0059
O, 0.0001, -0.0002, 0.0011
O, 0.0008, -0.0002, 0.001
O, 0.0012, 0.0005, -0.0012
O, -0.0006, -0.0017, 0.009
O, 0.0017, -0.0033, -0.0058
O, 0.0016, 0.0009, -0.0031
O, 0.0061, 0.0045, 0.0023
O, 0.0012, 0.0016, 0.0063
O, -0.0003, -0.0012, -0.0033
O, 0.0005, 0.0001, -0.0063
O, 0.0005, 0.0014, 0.0019
O, 0.0004, -0.0001, -0.0044
O, 0.0029, -0.0018, -0.0006
O, -0.0006, -0.0014, 0.005
O, -0.005, -0.0001, 0.002
O, 0.0002, 0, 0.0028
O, -0.0048, -0.0055, 0.0305
O, 0.0027, 0, 0.003
O, 0.0003, 0.0027, 0.0028
O, 0.0002, -0.0038, 0.0048
O, -0.0327, 0.0211, -0.0001
O, 0.0067, -0.0012, 0.0006
O, -0.0005, 0.0006, -0.0003
O, 0.0013, -0.0027, 0.0012
O, 0.0011, 0.0009, 0.0059
O, 0.006, 0.0033, 0.001
O, -0.0019, 0.0009, 0.0054
O, 0.0009, -0.0013, -0.0032
O, -0.0058, -0.0094, 0.0113
O, -0.0005, -0.0004, 0.0019
O, -0.0051, -0.0062, 0.0033
O, 0.0007, -0.001, -0.0028
O, 0.0002, -0.0004, -0.0007
O, 0.0009, 0.0006, 0.0035
O, 0.0025, 0.0024, -0.0055
O, -0.0016, -0.0026, -0.006
O, 0.0029, 0.002, -0.0036
O, 0.0008, -0.0011, 0.0002
O, 0.0022, -0.0037, -0.0011
O, -0.0011, 0.0008, 0.0048
O, -0.0026, 0.0016, -0.0008
O, -0.0026, 0.0001, 0.0049
O, -0.0005, -0.0017, -0.0003
O, -0.0007, 0.002, -0.0044
O, 0.0008, -0.0007, -0.0046
O, -0.0001, 0.0025, 0.0063
O, 0.0008, -0.0007, -0.002
O, 0.003, 0.0032, 0.008
O, -0.0048, -0.0037, 0.0029
O, -0.002, 0.0075, -0.0005
O, 0.0025, -0.0013, 0
O, -0.0002, -0.0012, 0.0044
H, 0.0066, 0.0049, -0.0277

The program warned: the cutoff lies below the one the program advises for these potential files; the forces do not sum to zero within the program's tolerance; the exchange-correlation potential is rough where the density is thin.
